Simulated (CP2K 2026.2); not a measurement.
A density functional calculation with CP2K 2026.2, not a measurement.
Periodic cell of 517 atoms, Si360O157, from a study of silicon, its oxide and their interface. The atomic structure is a simulated model.
Doubt: the forces sum to 1.41 eV/angstrom along one axis rather than to zero, so they err by at least 0.0027 eV/angstrom per atom on average; the grid cutoff is modest.

Settings: functional PBE; method Gaussian and plane waves; basis set DZVP-MOLOPT-SR-GTH; pseudopotentials GTH-PBE; grid cutoff 350 Ry, relative cutoff 50 Ry; k points Gamma only; occupations fixed; spin none; net charge 0.

Cell vectors (angstrom)
a 16.32 0 0
b 0 16.32 0
c 1.4988 -0.3552 34.7376

Atoms and the computed forces on them: element, x, y, z (angstrom), force x, y, z (eV/angstrom)
Si 15.524 11.607 33.86 -0.077 0.079 0.111
Si 1.28 0.711 1.199 -0.441 -0.159 0.531
Si 14.384 4.606 1.543 -0.141 0.113 0.56
Si 0.828 7.241 1.411 -0.147 0.133 0.59
Si 15.451 8.964 1.538 0.027 -0.032 -0.005
Si 1.774 11.749 1.521 0.021 -0.017 0.002
Si 3.827 15.135 1.285 0.236 -0.241 0.646
Si 6.489 1.737 1.333 0.139 -0.191 0.699
Si 4.713 4.354 1.307 0.427 0.177 0.443
Si 7.265 6.597 1.472 -0.054 0.172 0.701
Si 3.502 10.015 1.413 -0.036 0.042 0.043
Si 7.1 11.983 1.416 -0.146 0.048 0.681
Si 9.816 14.723 1.471 -0.165 0.016 0.71
Si 12.326 1.114 1.478 0 0.291 0.698
Si 9.364 4.277 1.339 0.203 -0.154 0.726
Si 12.671 6.318 1.575 0.021 0.051 -0.035
Si 9.435 9.864 1.401 0.132 -0.211 0.731
Si 12.038 12.518 1.398 0.207 -0.186 0.791
Si 16.225 16.223 2.871 0.145 -0.029 -0.083
Si 2.487 2.911 2.698 0.064 -0.391 0.735
Si 16.207 5.512 2.727 -0.043 0.059 -0.07
Si 2.623 8.194 2.653 0.003 0.03 -0.08
Si 16.388 10.742 2.778 0.014 0.002 -0.042
Si 2.76 13.537 2.691 -0.014 0.019 -0.04
Si 5.4 0.035 2.574 0.015 -0.011 0
Si 8.173 2.727 2.663 -0.004 -0.016 -0.054
Si 5.747 5.582 2.913 0.028 0.004 -0.059
Si 8.33 8.236 2.681 0.001 0.033 -0.042
Si 5.383 10.884 2.619 0.011 -0.024 -0.038
Si 8.187 13.59 2.734 0.023 -0.012 -0.024
Si 10.891 16.258 2.858 -0.008 0.013 -0.045
Si 13.513 2.755 2.717 -0.009 -0.009 -0.039
Si 10.905 5.374 2.755 -0.04 -0.004 -0.015
Si 13.669 8.07 2.791 -0.016 -0.006 -0.024
Si 10.947 10.961 2.759 -0.019 -0.005 -0.071
Si 13.617 13.624 2.687 0.031 0.025 -0.022
Si 14.947 1.439 4.096 -0.041 0.008 -0.025
Si 1.201 4.16 4.144 0.047 -0.005 -0.011
Si 14.942 6.778 4.244 0.011 0.002 -0.031
Si 1.378 9.456 4.216 -0.028 -0.046 -0.038
Si 14.985 12.205 3.999 -0.022 0.038 0.024
Si 1.343 14.85 4.09 0.041 0.009 0.012
Si 3.98 1.402 3.919 -0.02 0.066 -0.015
Si 6.909 4.042 4.18 -0.025 -0.061 0.022
Si 4.081 6.85 3.993 -0.007 -0.013 -0.001
Si 6.768 9.485 3.981 0.025 0.022 0.01
Si 4.154 12.266 4.087 -0.011 0.018 0.005
Si 6.778 15.008 3.987 -0.013 0.006 -0.004
Si 9.483 1.351 4.073 -0.007 0.039 0.017
Si 12.173 4.007 4.175 0.009 0.026 -0.006
Si 9.594 6.822 4.082 -0.016 -0.037 -0.009
Si 12.282 9.509 4.04 -0.027 0.033 -0.02
Si 9.543 12.264 4.137 0.015 0.002 0.031
Si 12.298 14.932 4.162 -0.009 -0.067 0.062
Si 13.628 0.03 5.467 0.004 -0.013 -0.017
Si 16.262 2.758 5.511 -0.015 -0.027 0.004
Si 13.555 5.39 5.514 0 -0.006 -0.014
Si 16.326 8.13 5.558 -0.014 0.001 0.036
Si 13.619 10.878 5.404 0.021 0.003 0.023
Si 16.318 13.523 5.445 -0.019 -0.01 0.029
Si 2.698 0.007 5.362 0.01 0.017 -0.027
Si 5.388 2.692 5.38 -0.002 -0.017 -0.038
Si 2.713 5.478 5.385 -0.016 0.002 -0.001
Si 5.427 8.169 5.407 0.011 0.002 0.011
Si 2.774 10.887 5.453 0.005 0.002 -0.045
Si 5.473 13.648 5.42 0.023 0.025 0.014
Si 8.118 0.001 5.413 0.007 -0.012 -0.009
Si 10.825 2.67 5.505 -0.004 -0.025 0.003
Si 8.24 5.454 5.478 -0.014 0.005 -0.001
Si 10.924 8.179 5.445 -0.003 -0.013 0.005
Si 8.125 10.863 5.391 0.019 0.001 -0.035
Si 10.9 13.602 5.5 -0.001 -0.023 -0.001
Si 14.982 14.947 6.788 0.002 -0.021 0.001
Si 1.356 1.357 6.771 0.001 -0.018 -0.006
Si 14.919 4.072 6.889 -0.004 0.02 0.016
Si 1.399 6.782 6.848 -0.007 -0.011 0.004
Si 14.957 9.54 6.825 -0.022 -0.001 0.018
Si 1.379 12.212 6.812 -0.038 -0.006 0.014
Si 4.074 14.992 6.758 -0.03 0.013 -0.003
Si 6.755 1.354 6.774 -0.022 0.025 -0.004
Si 4.064 4.087 6.744 0 0.007 -0.013
Si 6.798 6.799 6.769 0.009 0.007 0.001
Si 4.118 9.531 6.811 -0.006 -0.016 0.008
Si 6.814 12.255 6.773 -0.009 -0.008 0.014
Si 9.503 14.976 6.793 0.002 0.011 0.017
Si 12.226 1.333 6.836 0.012 0.017 0.007
Si 9.535 4.083 6.862 0.001 0.004 0.011
Si 12.234 6.806 6.836 0.019 0.009 0.02
Si 9.505 9.521 6.77 -0.003 -0.002 -0.01
Si 12.259 12.218 6.809 0.013 -0.014 -0.01
Si 16.335 -0.009 8.15 -0.003 0.011 0.011
Si 2.718 2.724 8.128 0 0.005 -0.001
Si 16.332 5.431 8.195 -0.006 0.013 0.01
Si 2.749 8.168 8.174 0 0.003 0.016
Si 16.329 10.878 8.181 0.014 -0.006 0.009
Si 2.725 13.618 8.135 0.013 -0.002 -0.001
Si 5.426 -0.002 8.155 0.016 -0.012 0.006
Si 8.122 2.716 8.151 0 -0.004 0
Si 5.433 5.433 8.123 -0.003 0.005 0.006
Si 8.152 8.162 8.142 -0.003 -0.007 -0.011
Si 5.461 10.903 8.157 0.009 0.012 0.011
Si 8.165 13.598 8.153 0.01 0.002 0.003
Si 10.858 -0.012 8.18 -0.002 -0.016 0.008
Si 13.571 2.697 8.212 -0.006 -0.006 0.011
Si 10.889 5.448 8.206 0.01 -0.006 0.009
Si 13.6 8.173 8.18 0.004 -0.001 0.007
Si 10.872 10.869 8.15 0.007 0.007 0.003
Si 13.61 13.598 8.157 0 -0.004 0.002
Si 14.957 1.353 14.931 -0.002 0.004 -0.009
Si 1.367 4.081 14.962 -0.015 0.007 0.002
Si 14.968 6.814 14.947 0.006 -0.011 -0.008
Si 1.357 9.554 14.962 0.004 -0.005 -0.01
Si 14.985 12.25 14.988 -0.005 0.006 0.003
Si 1.375 14.94 14.975 -0.003 -0.009 0.003
Si 4.075 1.338 14.985 0.012 -0.004 -0.005
Si 6.802 4.055 14.971 0.006 -0.017 0.002
Si 4.101 6.802 14.947 -0.003 0.007 -0.009
Si 6.781 9.521 14.968 -0.013 0.012 -0.004
Si 4.06 12.225 14.965 0.005 -0.012 -0.012
Si 6.787 14.942 14.968 0.002 0.009 -0.01
Si 9.517 1.353 14.951 -0.006 -0.006 -0.009
Si 12.241 4.089 14.918 0 -0.007 -0.007
Si 9.511 6.79 14.93 0.007 0.009 0.002
Si 12.256 9.518 14.964 -0.002 0.002 -0.002
Si 9.504 12.251 14.968 0.003 0 -0.009
Si 12.224 14.972 14.972 -0.01 0.011 -0.007
Si 13.591 0.028 16.312 0.017 0.02 -0.01
Si 16.315 2.701 16.29 -0.023 0.026 -0.005
Si 13.6 5.443 16.281 0.014 -0.004 -0.005
Si 16.301 8.21 16.304 -0.016 -0.006 -0.001
Si 13.629 10.872 16.329 0.014 -0.017 0
Si 16.359 13.595 16.371 -0.005 -0.003 -0.005
Si 2.726 -0.036 16.355 0.006 -0.012 0
Si 5.436 2.697 16.342 0.006 0.028 -0.006
Si 2.768 5.427 16.3 0.003 -0.007 0
Si 5.429 8.159 16.34 0.001 -0.018 -0.018
Si 2.696 10.902 16.365 -0.021 0.003 -0.005
Si 5.416 13.573 16.321 -0.007 0 0.009
Si 8.168 -0.027 16.31 0.03 0 -0.007
Si 10.897 2.727 16.277 0.023 0.009 -0.008
Si 8.167 5.434 16.306 0.006 -0.013 -0.017
Si 10.877 8.138 16.285 -0.005 -0.008 -0.017
Si 8.139 10.886 16.32 0.003 0.012 -0.01
Si 10.833 13.637 16.333 -0.006 0.009 -0.004
Si 15.006 15.032 17.644 -0.022 -0.003 0.001
Si 1.392 1.394 17.662 0.007 0.003 -0.015
Si 14.881 4 17.624 0.018 0.006 -0.017
Si 1.381 6.827 17.558 -0.009 0.017 -0.041
Si 14.999 9.564 17.762 0.009 0.009 -0.004
Si 1.352 12.226 17.813 -0.012 0.012 -0.015
Si 4.042 14.866 17.726 -0.037 -0.018 0.009
Si 6.814 1.311 17.658 -0.015 0.01 0.007
Si 4.096 4.067 17.721 -0.003 -0.015 -0.026
Si 6.753 6.73 17.672 0.029 -0.019 -0.022
Si 4.079 9.546 17.694 -0.01 -0.003 0.008
Si 6.807 12.273 17.695 0.015 0.001 -0.023
Si 9.495 14.991 17.764 0.01 0.006 -0.031
Si 12.199 1.361 17.679 -0.029 0.006 -0.025
Si 9.614 4.136 17.633 -0.023 0.017 0.02
Si 12.308 6.861 17.646 0.012 0.017 -0.023
Si 9.454 9.439 17.619 -0.003 -0.002 -0.002
Si 12.21 12.236 17.596 -0.011 -0.021 -0.002
Si 16.339 0.111 19.034 -0.034 -0.014 0.035
Si 2.749 2.701 19.081 0.005 -0.017 -0.018
Si 16.326 5.404 18.771 0.023 0.021 0
Si 2.684 8.16 18.99 -0.011 -0.059 0.029
Si 16.329 10.883 19.242 0.021 -0.001 0.022
Si 2.705 13.556 19.226 0.038 0.021 0
Si 5.458 -0.111 19.003 0.029 -0.003 -0.008
Si 8.234 2.73 18.883 0.048 -0.024 0.037
Si 5.442 5.398 19.122 0.025 0.029 0.015
Si 8.12 8.048 19.011 0.003 0.028 0.006
Si 5.476 10.902 19.042 -0.05 -0.039 0.044
Si 8.103 13.643 19.128 -0.017 -0.008 0.021
Si 10.862 0.057 19.119 -0.015 -0.008 0.026
Si 13.508 2.691 19.091 0.066 0.06 0.039
Si 11.024 5.495 19.008 -0.002 -0.046 0.015
Si 13.609 8.219 19.089 -0.06 -0.009 0.014
Si 10.818 10.831 18.882 0.075 0.021 0.009
Si 13.601 13.631 18.865 -0.019 -0.006 0.038
Si 14.914 1.374 20.464 0.018 0.01 0.004
Si 1.266 4.107 20.25 -0.004 -0.036 0.058
Si 15.056 6.726 20.194 0 0.024 0.034
Si 1.429 9.438 20.568 -0.062 -0.02 0.11
Si 14.862 12.38 20.396 0.027 0.028 0.022
Si 1.322 15.086 20.461 0.009 -0.05 0.046
Si 4.16 1.262 20.348 -0.038 0.013 0.018
Si 6.928 3.997 20.332 0.026 0.04 0.037
Si 3.98 6.774 20.388 -0.039 -0.075 0.048
Si 6.724 9.388 20.352 0.029 0.012 0.034
Si 4.153 12.157 20.562 -0.022 -0.005 0.042
Si 6.735 14.979 20.576 0.02 0.017 0.071
Si 9.507 1.507 20.43 0.022 0.063 0.037
Si 12.264 4.147 20.519 0.026 0.008 -0.007
Si 9.605 6.78 20.34 -0.008 0.031 0.047
Si 12.18 9.639 20.378 -0.025 -0.025 0.054
Si 9.461 12.133 20.281 -0.053 -0.057 0.055
Si 12.288 14.935 20.303 0.023 0.006 0.05
Si 13.967 15.877 21.688 0.015 -0.016 0.096
Si 15.831 3.272 21.569 -0.25 0.027 -0.609
Si 14.197 5.059 21.6 -0.008 -0.265 -0.534
Si 16.768 7.527 21.583 0.257 -0.018 -0.66
Si 13.013 11.517 21.567 -0.033 0.045 -0.005
Si 15.748 14.213 21.592 -0.129 0.173 -0.584
Si 2.761 0.105 21.835 0.284 -0.415 -0.282
Si 5.971 2.192 21.491 0.013 -0.048 -0.076
Si 2.162 5.818 21.563 -0.074 0.289 -0.619
Si 5.116 7.793 23.98 0.008 0.054 -0.713
Si 3.35 10.236 21.759 0.077 -0.072 -0.559
Si 5.356 13.63 22.024 -0.009 -0.025 0.052
Si 7.731 0.544 21.661 0.021 -0.065 -0.057
Si 10.463 3.253 21.79 0.002 -0.003 0.041
Si 8.699 4.992 21.559 0.198 -0.353 -0.498
Si 10.59 8.478 21.67 0.176 -0.146 -0.755
Si 8.27 10.564 21.624 -0.072 0.171 -0.728
Si 11.233 13.143 21.388 0.279 -0.114 -0.511
Si 11.249 13.841 24.311 -0.018 -0.093 -0.147
Si 1.09 1.968 23.696 0.052 0.126 -0.044
Si 9.816 8.302 28.576 -0.05 -0.012 0.011
Si 5.045 8.668 28.802 -0.118 0.082 0.044
Si 4.23 10.55 24.666 -0.066 -0.095 -0.16
Si 15.613 11.662 31.017 -0.036 -0.043 0.131
Si 13.068 11.423 23.893 -0.031 0.048 -0.721
Si 5.868 2.782 23.709 -0.002 -0.256 -0.536
Si 2.82 5.734 24.583 -0.045 0.049 -0.145
Si 4.99 8.438 21.677 0.014 -0.049 0.031
Si 4.555 13.021 28.375 -0.047 0.009 -0.086
Si 3.668 14.808 23.357 0.141 0.153 -0.654
Si 8.225 0.894 23.95 -0.188 -0.143 -0.675
Si 14.608 12.826 28.221 0.087 -0.037 -0.058
Si 7.119 5.483 24.153 -0.031 -0.005 -0.013
Si 12.195 8.543 24.23 0.036 0.003 -0.175
Si 6.553 12.313 23.601 -0.206 0.278 -0.473
Si 17.155 13.716 24.354 0.104 0.204 -0.127
Si 2.013 6.698 33.045 -0.015 0.068 0.299
Si 16.177 8.673 34.08 0.36 -0.129 0.682
Si 6.26 14.522 33.02 -0.03 0.013 0.125
Si 5.518 8.996 33.979 -0.136 0.108 0.581
Si 16.547 9.323 27.272 0.034 -0.098 0.102
Si 13.114 -0.012 23.886 0.29 -0.147 -0.696
Si 8.24 4.385 26.843 0.032 -0.024 -0.008
Si 15.218 4.052 33.379 0.086 0.073 0.135
Si 6.695 11.126 29.435 -0.074 0.052 0.07
Si 13.932 6.637 34.078 0.009 -0.392 0.63
Si 3.818 13.936 31.036 0.014 -0.089 -0.005
Si 11.789 1.711 30.893 0.061 0.062 0.083
Si 9.385 11.179 27.988 -0.082 -0.009 -0.052
Si 16.569 6.417 26.352 0.046 0.01 -0.082
Si 8.305 0.462 33.09 -0.023 -0.039 0.039
Si 15.853 -0.106 25.411 -0.083 -0.003 -0.025
Si 1.8 1.867 29.955 0.041 -0.09 -0.117
Si 14.844 6.981 23.888 0.179 -0.133 -0.239
Si 13.395 3.266 28.712 -0.037 -0.009 0.03
Si 17.503 15.047 34.244 -0.378 -0.019 0.581
Si 12.387 15.024 30.948 -0.001 -0.006 -0.015
Si 6.726 6.163 34.017 0.069 0.097 0.183
Si 17.217 4.307 31.326 -0.004 0.027 0.07
Si 7.221 15.579 26.377 -0.8 0.014 -0.139
Si 4.909 15.227 26.287 0.761 0.174 0.046
Si 13.152 9.968 30.886 0.042 0.082 0.018
Si 3.43 2.994 25.464 0.014 -0.108 -0.081
Si 2.998 10.465 27.533 0.111 0.036 -0.073
Si 14.642 15.294 1.411 0.4 -0.437 0.034
Si 17.463 15.535 31.368 -0.062 0.007 -0.027
Si 15.109 15.201 29.646 0.007 -0.014 -0.083
Si 11.024 2.329 23.943 -0.2 0.262 -0.666
Si 11.903 12.413 29.351 0.129 -0.07 0.1
Si 15.457 5.532 29.015 -0.032 -0.078 -0.068
Si 11.986 7.08 26.861 0.005 -0.016 0.098
Si 8.58 12.572 33.245 -0.031 0.035 0.082
Si 7.966 5.522 31.221 0.015 -0.032 0.046
Si 8.627 13.158 25.837 -0.011 -0.016 -0.095
Si 14.193 8.225 28.71 -0.043 0.036 -0.003
Si 2.317 11.267 31.56 0.009 0.077 0.067
Si 12.548 2.388 33.902 -0.045 0.024 0.071
Si 7.188 1.768 28.158 -0.075 0.104 0.032
Si 2.026 12.234 34.474 0.326 -0.089 0.366
Si 15.694 1.407 28.175 0.058 -0.064 -0.015
Si 10.599 14.788 33.302 -0.085 0.056 0.072
Si 9.487 8.031 31.411 0.021 0.033 0.029
Si 3.748 8.688 31.568 -0.007 0.065 0.08
Si 7.101 6.668 28.654 0.078 0.05 -0.053
Si 11.8 8.441 33.303 0.044 -0.051 0.028
Si 4.104 1.422 27.977 0.034 -0.068 -0.063
Si 7.516 10.171 32.095 -0.053 0.012 -0.008
Si 15.741 11.45 25.563 -0.107 0.107 -0.013
Si 8.761 2.477 30.786 -0.013 -0.101 0.054
Si 11.308 4.147 26.588 -0.035 -0.078 -0.105
Si 14.967 1.338 9.528 -0.018 -0.014 0.001
Si 1.371 4.061 9.531 -0.002 -0.019 0
Si 14.971 6.813 9.532 0.004 0.012 -0.001
Si 1.371 9.517 9.529 -0.016 0.002 0
Si 14.967 12.246 9.527 0.015 0.008 -0.003
Si 1.37 14.961 9.517 -0.006 0.014 0
Si 4.072 1.368 9.507 -0.004 0.004 0.002
Si 6.777 4.081 9.511 -0.014 0.001 0.003
Si 4.096 6.79 9.517 0.017 -0.004 -0.004
Si 6.809 9.528 9.516 0.015 -0.002 0
Si 4.082 12.255 9.503 -0.002 -0.001 0.002
Si 6.792 14.952 9.508 -0.003 -0.008 -0.005
Si 9.494 1.36 9.516 0.016 -0.001 -0.007
Si 12.237 4.08 9.56 0.014 0.012 0.002
Si 9.505 6.811 9.526 -0.01 -0.015 0.001
Si 12.227 9.524 9.53 -0.007 -0.021 -0.003
Si 9.526 12.24 9.517 -0.004 0.006 0
Si 12.235 14.945 9.522 -0.009 0.001 0.007
Si 13.599 -0.016 10.883 0.01 -0.003 0
Si 16.329 2.703 10.887 0.004 0.004 0.001
Si 13.613 5.447 10.89 0.002 -0.012 -0.005
Si 16.33 8.168 10.893 0.007 -0.011 0
Si 13.598 10.887 10.883 -0.009 0.011 -0.007
Si 16.325 13.606 10.88 -0.011 -0.004 0
Si 2.724 0.003 10.877 0.001 -0.001 0.004
Si 5.428 2.72 10.878 0.005 -0.006 0.001
Si 2.732 5.434 10.884 0.003 0.009 -0.003
Si 5.448 8.158 10.873 -0.005 -0.008 0
Si 2.727 10.89 10.871 -0.011 -0.003 -0.004
Si 5.437 13.6 10.877 0.005 0.003 0.001
Si 8.147 -0.009 10.876 -0.002 -0.001 -0.004
Si 10.859 2.712 10.882 -0.016 0.015 -0.002
Si 8.145 5.439 10.869 0.003 0.002 -0.003
Si 10.867 8.168 10.889 0.003 -0.002 -0.001
Si 8.164 10.883 10.882 0.008 -0.001 0.004
Si 10.882 13.591 10.89 0.008 -0.002 0.005
Si 14.957 14.947 12.25 0.004 0 0
Si 1.362 1.343 12.252 -0.005 -0.001 0.002
Si 14.981 4.086 12.237 -0.005 0.009 0.001
Si 1.374 6.805 12.241 -0.017 -0.004 0
Si 14.962 9.53 12.243 0.005 -0.001 0.002
Si 1.368 12.249 12.232 -0.003 0.003 -0.005
Si 4.085 14.963 12.239 0.005 -0.005 -0.003
Si 6.787 1.351 12.234 0.005 0.002 0.004
Si 4.08 4.071 12.256 0.005 -0.002 0.01
Si 6.804 6.802 12.238 0.004 -0.009 0
Si 4.076 9.516 12.228 0.004 0.004 0
Si 6.787 12.231 12.238 -0.001 0.003 -0.006
Si 9.511 14.954 12.239 0.002 0.003 0.003
Si 12.237 1.357 12.228 -0.003 -0.001 -0.002
Si 9.496 4.07 12.229 0.005 0.001 0.001
Si 12.233 6.802 12.232 0.003 0.001 -0.004
Si 9.523 9.536 12.256 -0.008 -0.002 -0.001
Si 12.247 12.243 12.259 -0.006 -0.001 0.002
Si 16.324 -0.026 13.608 -0.023 -0.013 -0.002
Si 2.718 2.703 13.615 -0.01 -0.016 0.012
Si 16.339 5.449 13.6 0.019 0.014 -0.007
Si 2.721 8.17 13.609 -0.001 -0.006 0.002
Si 16.324 10.902 13.594 0.009 0.014 0.006
Si 2.728 13.599 13.597 0.001 0.015 -0.008
Si 5.438 -0.003 13.609 0.007 0.005 -0.003
Si 8.148 2.705 13.594 -0.011 0 -0.01
Si 5.458 5.432 13.601 0.01 0.02 0.009
Si 8.153 8.173 13.6 0.022 0.009 0.005
Si 5.422 10.868 13.6 -0.008 -0.016 0
Si 8.143 13.591 13.596 -0.016 -0.018 -0.002
Si 10.878 0 13.591 0.01 0.004 0.007
Si 13.608 2.725 13.573 0.025 0.024 0
Si 10.863 5.432 13.57 -0.018 -0.02 -0.009
Si 13.596 8.16 13.588 -0.028 -0.017 0.009
Si 10.887 10.892 13.622 0.026 0.01 -0.002
Si 13.602 13.6 13.632 0.002 -0.005 0
O 1.58 2.268 1.492 -0.05 0.522 -0.534
O 3.234 4.096 1.882 -0.316 0.344 0.056
O 8.285 5.437 0.908 0.028 -0.087 -0.465
O 12.683 11.925 0.014 -0.354 -0.43 -0.406
O 11.998 14.86 32.509 0.543 0.063 0.206
O 16.579 0.713 24.233 0.142 -0.399 -0.289
O 14.769 5.598 33.147 0.204 0.294 -0.3
O 10.252 8.605 30.111 0.288 0.446 0.198
O 15.299 6.562 25.369 -0.488 -0.392 0.164
O 11.214 3.365 25.175 -0.034 0.403 0.107
O 14.562 11.392 24.484 0.386 0.001 -0.12
O 9.279 15.483 0.132 -0.24 0.325 0.013
O 2.009 1.427 22.486 -0.114 0.251 -0.123
O 2.434 5.244 23.086 0.037 -0.469 0.259
O 13.735 8.139 23.998 0.151 0.412 -0.152
O 12.078 5.549 26.373 0.519 -0.018 -0.181
O 3.731 7.052 24.417 -0.226 0.294 0.014
O 9.41 9.512 22.162 -0.074 0.08 0.31
O 8.413 4.037 30.852 -0.097 0.012 -0.32
O 14.68 8.07 34.047 -0.387 0.354 -0.074
O 6.086 9.88 28.628 0.142 0.085 -0.279
O 10.612 13.59 22.848 -0.743 0.267 -0.017
O 2.288 13.823 34.184 0.581 0.196 0.118
O 17.031 2.088 28.771 0.22 0.36 -0.548
O 2.604 14.894 31.417 0.287 0.168 0.43
O 10.012 13.291 33.166 0.443 -0.568 -0.031
O 2.598 6.506 34.556 0.281 0.02 -0.112
O 5.781 14.243 34.549 -0.012 -0.236 0.009
O 4.392 9.37 32.883 -0.26 0.224 0.159
O 5.706 7.39 33.821 -0.307 -0.241 -0.241
O 5.971 4.403 23.791 -0.637 0.417 -0.114
O 8.54 0.862 34.636 0.497 -0.329 0.087
O 12.124 3.348 27.723 -0.135 -0.205 -0.004
O 1.426 10.248 27.839 -0.058 0.32 0.49
O 8.144 5.69 22.932 -0.041 0.668 0.126
O 5.415 2.925 0.966 -0.356 -0.038 -0.381
O 7.6 13.046 24.591 0.105 0.192 -0.237
O 14.84 14.431 28.241 -0.242 0.196 -0.654
O 3.639 4.582 25.353 0.572 0.272 0.476
O 10.296 8.295 32.763 -0.355 0.059 0.242
O 11.481 1.543 0.152 -0.243 -0.508 0.012
O 2.712 16.295 1.042 0.003 0.31 -0.135
O 13.502 0.094 0.995 -0.058 -0.067 -0.418
O 7.641 2.926 27.138 -0.149 -0.011 -0.386
O 6.446 7.124 0.165 0.344 0.674 -0.113
O 7.258 5.567 32.645 0.06 -0.425 0.009
O 12.91 2.554 30.084 0.351 0.162 0.175
O 8.227 10.878 0.962 -0.318 -0.123 -0.413
O 16.782 15.278 32.814 -0.408 0.213 -0.062
O 11.459 3.311 34.678 -0.328 -0.05 -0.524
O 16.134 7.592 23.108 0.001 0.096 0.27
O 16.174 3.927 34.687 0.539 -0.339 -0.268
O 15.173 12.401 29.668 0.053 0.095 0.106
O 3.501 2.559 27.004 -0.289 0.237 0.215
O 15.32 12.403 32.455 0.006 0.708 0.103
O 5.719 7.348 28.17 -0.24 -0.136 -0.592
O 10.816 7.21 27.957 -0.139 -0.637 0.316
O 8.053 8.775 31.497 -0.16 -0.286 0.054
O 17.111 7.756 33.127 -0.107 0.012 -0.461
O 17.594 0.779 31.022 -0.387 0.33 0.149
O 10.563 12.098 28.547 0.075 0.472 0.162
O 15.086 0.444 29.309 -0.223 0.281 0.352
O 6.822 9.838 33.515 0.082 0.491 0.418
O 7.94 1.843 29.565 -0.093 -0.367 0.055
O 8.812 11.747 26.59 -0.283 -0.518 -0.387
O 10.225 9.406 0.057 0.202 0.189 0.059
O 5.319 11.737 24.499 -0.235 0.239 0.175
O 3.223 10.524 23.386 -0.473 0.318 0.106
O 14.181 5.699 23.129 -0.333 -0.004 0.24
O 8.017 4.889 25.338 0.316 0.027 -0.09
O 2.36 13.93 23.848 0.014 -0.204 0.129
O 15.225 12.559 0.051 -0.26 0.393 0.633
O 15.064 7.053 29.385 0.121 0.12 0.369
O 7.43 11.131 22.904 0.123 -0.031 0.398
O 6.618 12.691 0.038 -0.322 0.062 -0.074
O 3.186 1.361 29.3 0.235 -0.205 0.249
O 10.066 13.722 25.38 0.161 0.22 0.246
O 4.774 8.388 30.371 0.465 -0.457 0.243
O 7.848 15.984 24.926 0.319 -0.411 -0.193
O 11.705 13.839 30.087 -0.432 0.093 -0.109
O 14.284 -0.167 25.011 -0.286 -0.15 0.384
O 4.131 14.14 29.463 0.135 0.603 -0.338
O 3.711 9.092 28.014 -0.297 -0.5 -0.06
O 10.9 13.605 0.948 0.124 -0.115 -0.296
O 9.816 4.386 27.155 0.141 0.198 0.638
O 8.721 11.192 32.423 0.48 -0.065 -0.316
O 3.513 11.78 28.32 -0.21 0 0.091
O 17.024 12.246 24.993 0.582 -0.395 0.258
O 6.006 4.914 34.73 -0.527 -0.074 -0.135
O 16.626 14.789 25.455 0.323 -0.159 0.433
O 7.97 14.222 26.858 -0.018 -0.105 0.46
O 3.313 10.721 25.969 -0.09 -0.06 -0.117
O 7.241 2.147 24.328 0.321 0.11 0.306
O 13.394 7.597 27.453 0.378 0.134 -0.377
O 11.592 7.976 25.594 -0.621 0.212 0.225
O 3.425 12.375 31.185 0.273 -0.35 -0.17
O 16.024 10.137 33.442 0.191 -0.11 -0.555
O 1.994 0.128 34.531 0.11 0.576 -0.352
O 9.761 1.34 24.257 0.1 -0.112 0.119
O 1.499 5.956 25.464 0.108 -0.244 -0.154
O 3.089 7.293 32.01 0.166 -0.254 -0.235
O 8.266 11.197 29.143 0.176 -0.025 0.453
O 16.119 13.794 23.126 -0.114 -0.256 -0.063
O 8.307 7.736 28.559 -0.221 0.173 0.046
O 6.918 6.125 30.158 -0.605 0.251 0.046
O 4.614 2.273 24.614 0.036 -0.334 -0.089
O 13.986 14.911 30.768 0.26 -0.311 0.199
O 12.145 10.154 24.307 -0.391 0.021 0.334
O 16.377 3.062 23.115 -0.096 0.551 0.275
O 11.881 0.157 30.452 -0.317 -0.043 -0.285
O 7.411 13.473 32.598 0.055 -0.127 -0.608
O 7.582 0.369 27.483 0.27 -0.094 0.258
O 6.392 6.896 24.453 0.36 0.2 0.421
O 14.539 2.476 27.887 0.074 0.087 -0.614
O 11.976 1.835 32.504 -0.28 -0.209 -0.006
O 14.723 10.314 31.058 0.19 -0.46 0.251
O 11.304 7.932 23.026 -0.242 -0.611 0.072
O 4.384 15.3 24.744 0.113 0.289 0.116
O 12.296 11.27 30.436 -0.352 -0.034 0.284
O 1.564 5.291 32.413 0.195 -0.378 -0.102
O 6.89 -0.309 32.925 -0.481 0.213 -0.261
O 9.544 15.834 32.66 0.295 -0.141 -0.559
O 4.617 13.755 26.935 0.109 -0.439 -0.377
O 9.29 6.445 31.228 0.474 -0.26 0.026
O 16.147 9.919 25.83 0.135 -0.225 -0.63
O 15.3 12.154 26.951 -0.07 -0.064 0.032
O 12.598 9.405 32.288 0.288 0.287 0.194
O 2.705 9.796 31.037 -0.372 -0.091 -0.659
O 1.984 2.593 24.871 -0.176 0.085 0.224
O 6.507 10.873 31.031 -0.317 0.367 0.063
O 11.931 15.296 24.342 -0.276 0.262 0.034
O 9.894 9.67 27.732 0.084 -0.106 -0.623
O 2.235 11.317 33.17 0.086 -0.575 0.132
O 5.598 1.828 28.413 -0.084 0.329 0.195
O 13.039 12.486 28.2 -0.253 -0.341 -0.329
O 8.31 1.773 32.164 -0.249 0.353 0.163
O 1.985 3.262 30.751 0.752 0.088 -0.006
O 17.006 7.802 27.063 0.244 -0.07 0.368
O 4.109 0.015 27.175 -0.293 -0.156 0.101
O 17.206 11.535 30.891 0.121 -0.023 -0.26
O 13.109 8.841 29.726 -0.538 -0.144 -0.233
O 16.061 0.62 26.824 0.139 0.023 0.11
O 16.133 5.409 27.539 0.325 -0.391 -0.243
O 5.053 14.335 31.981 -0.08 0.076 -0.138
O 12.411 1.465 23.863 0.432 0.125 0.212
O 12.387 12.731 24.571 0.038 0.241 0.526
O 12.475 6.963 33.429 -0.091 -0.296 -0.139
O 16.562 5.09 30.09 0.219 0.178 -0.159
O 5.987 12.464 28.888 0.495 0.219 0.233
O 16.023 3.517 32.096 -0.265 -0.71 -0.117
O 5.112 9.193 24.794 0.463 0.005 0.405
O 13.867 3.234 33.598 -0.098 -0.119 0.143
O 14.074 4.685 29.092 -0.13 0.399 0.224
O 7.425 5.402 27.754 -0.426 -0.056 0.146
O 16.558 14.809 30.247 0.134 -0.339 -0.362
O 15.237 9.373 28.228 -0.014 0.672 0.121
O 10.335 2.288 30.52 0.066 0.284 -0.408

Results
total energy: -107355.008 eV
total energy less fixed offsets of O -438.35, Si -107.03 eV per atom: -3.258 eV
